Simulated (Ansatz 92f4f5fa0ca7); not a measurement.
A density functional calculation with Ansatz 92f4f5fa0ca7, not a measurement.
Periodic cell of 225 atoms, Si132O91B2, from a study of silicon, its oxide and their interface. The atomic structure is a simulated model.
Doubt: the cutoff is far below the 930 eV that the study's wrapper takes by default for these files, so forces and energies are approximate.
This geometry differs little from another in the collection (a relaxation step or a small displacement).

Settings: functional PBE; potential files Ansatz PAW; basis plane waves; wave-function cutoff 580 eV; density cutoff ratio 5; exchange-correlation grid ratio 1; k mesh 1 x 1 x 1, Gamma-centred; self-consistency stop 5e-08 eV per atom in the density residual; occupations fixed; spin none; net charge 0.

Cell vectors (angstrom)
a 10.938 0 0
b 0 10.938 0
c 0 0 31.9494

Atoms: element, x, y, z (angstrom)
Si 10.6087 0.0396 24.4305
Si 5.0681 0.1732 24.662
Si 2.796 2.3219 24.5259
Si 8.5581 2.4771 24.5609
Si 10.7005 5.6261 24.3387
Si 5.1413 5.6492 24.4458
Si 2.9708 7.9889 24.3922
Si 8.4105 7.8687 24.415
Si 1.2837 1.1557 25.8478
Si 6.8076 1.3648 25.7447
Si 3.9707 4.0389 25.7241
Si 9.6818 4.0554 25.85
Si 1.3324 6.8258 25.6721
Si 6.7964 6.7492 25.744
Si 3.9965 9.4982 25.9396
Si 9.4719 9.471 25.8096
Si 2.6314 -0.1165 27.287
Si 8.1259 -0.0432 27.1507
Si 0.0662 2.6789 27.2099
Si 5.4372 2.7469 27.113
Si 2.6579 5.4377 27.1098
Si 8.1807 5.3909 27.1336
Si -0.0001 8.1729 27.1348
Si 5.501 8.1641 27.171
Si 4.0833 1.3401 28.499
Si 9.5385 1.3377 28.5056
Si 1.3849 4.0788 28.5653
Si 6.8066 4.0717 28.5268
Si 4.0847 6.7899 28.4847
Si 9.5522 6.7934 28.4862
Si 1.2953 9.4889 28.6251
Si 6.8184 9.544 28.5634
Si -0.0314 0.0001 29.9148
Si 5.459 0.0003 29.8969
Si 2.7608 2.7194 29.9037
Si 8.1954 2.7234 29.8879
Si -0.0062 5.4603 29.8916
Si 5.4615 5.4602 29.8888
Si 2.7519 8.1631 29.9056
Si 8.2207 8.1848 29.89
Si 1.3673 1.3673 31.2657
Si 6.8362 1.3673 31.2657
Si 4.1018 4.1018 31.2657
Si 9.5708 4.1018 31.2657
Si 1.3673 6.8362 31.2657
Si 6.8362 6.8362 31.2657
Si 4.1018 9.5708 31.2657
Si 9.5708 9.5708 31.2657
Si 2.7345 0 0.6835
Si 8.2035 0 0.6835
Si 0 2.7345 0.6835
Si 5.469 2.7345 0.6835
Si 2.7345 5.469 0.6835
Si 8.2035 5.469 0.6835
Si 0 8.2035 0.6835
Si 5.469 8.2035 0.6835
Si 4.1173 1.3559 2.0627
Si 9.6094 1.3356 2.0442
Si 1.3696 4.1196 2.0571
Si 6.8433 4.1148 2.0385
Si 4.0979 6.8368 2.0462
Si 9.6016 6.8198 2.0635
Si 1.3675 9.5939 2.0546
Si 6.8484 9.5901 2.0486
Si 0.047 0.0209 3.4814
Si 5.4969 0.0011 3.4541
Si 2.7295 2.7383 3.3973
Si 8.2746 2.7633 3.3374
Si 0.0664 5.509 3.4843
Si 5.4955 5.5019 3.4106
Si 2.7395 8.231 3.3941
Si 8.2898 8.2762 3.3799
Si 1.4071 1.4183 4.8582
Si 6.9465 1.4246 4.7071
Si 4.0776 4.1245 4.7341
Si 9.6444 4.0537 4.7657
Si 1.4076 6.9666 4.8698
Si 6.8907 6.9574 4.6923
Si 4.1081 9.5286 4.7975
Si 9.666 9.5571 4.8654
Si 2.7695 -0.0183 6.1672
Si 8.315 0.0819 6.1048
Si 0.0695 2.7961 6.3001
Si 5.5318 2.7729 6.0192
Si 2.878 5.6458 6.1453
Si 8.3106 5.5738 5.9379
Si 0.0931 8.2995 6.4306
Si 5.4865 8.188 6.1929
Si 4.4441 1.1381 7.3049
Si 9.8438 1.1467 7.6404
Si 1.2466 4.5333 7.4804
Si 6.679 4.47 7.1492
B 4.6522 6.4425 6.9085
Si 9.7434 6.603 7.519
Si 1.3377 9.9281 7.8258
Si 6.7122 9.889 7.3836
O 9.5731 1.2784 23.9806
O 4.0884 6.8367 23.9338
O 3.9946 1.2773 24.0232
O 9.5305 6.7391 23.8949
O 0.0134 5.5413 8.0026
O 5.5782 0.0655 7.882
O 0.1075 0.0974 8.2091
O 5.4854 5.5929 7.5653
O 7.4697 3.9935 8.4947
O 8.7088 7.0052 8.7748
O 2.2642 9.4343 9.1525
O 8.8838 1.7278 8.8953
O 7.6319 9.4385 8.6801
O 3.6434 1.7992 8.5785
O 2.0914 4.005 8.8013
O 8.1298 3.5288 23.3528
O 0.4451 4.9746 22.9557
O 1.8417 2.7498 23.2503
O 5.8148 4.9437 23.1129
O 5.5393 10.0562 23.4968
O 2.4135 8.7176 23.0055
O 0.1625 10.1025 23.098
O 7.79 8.6249 23.0727
Si 8.5885 7.7541 18.4105
Si 8.6308 6.3513 13.6749
Si 3.661 1.5617 14.7369
Si 2.0313 5.802 17.6615
Si 2.3945 3.1943 19.5015
Si 9.6205 9.0199 12.1582
Si 1.2905 9.4599 22.0786
Si 9.0086 0.979 13.1804
Si 1.4271 5.1954 12.9083
Si 1.6831 8.4597 12.8554
Si 6.6592 9.6081 22.4224
Si 4.392 4.6219 15.7207
Si 8.1612 3.0318 9.5896
Si 0.7651 8.3081 19.2662
Si 6.9386 1.3967 21.0729
Si 8.1423 8.2591 9.6781
Si 10.8551 5.2809 15.5833
Si 7.4261 9.4997 16.2713
Si 9.899 2.1453 20.2488
B 3.0193 9.1325 10.3006
Si 6.6304 3.433 17.4028
Si 1.1246 0.267 19.8071
Si 3.1648 2.8309 12.2655
Si 7.1736 5.4508 19.6869
Si 5.5389 8.5995 11.4701
Si 5.6598 6.0334 13.2053
Si 4.5277 9.7466 17.6586
Si 1.0015 3.6379 22.1731
Si 4.8768 1.5393 18.7952
Si 3.2112 3.0588 9.4924
Si 6.2697 10.7858 13.7246
Si 10.1873 0.1422 15.9687
Si 5.6305 3.6174 11.1666
Si 9.7478 3.927 11.9249
Si 2.1955 9.981 15.6348
Si 6.0227 8.1782 19.8079
Si 6.9225 4.0121 22.3712
Si 9.7064 2.8459 17.311
O 7.0441 6.3216 14.0334
O 1.8137 7.116 18.708
O 10.3722 3.9563 16.3541
O 6.0342 9.9524 17.0195
O 9.9756 0.7247 14.4633
O 8.3937 6.1734 18.8463
O 4.9997 0.6578 14.3922
O 5.7323 2.0828 17.5243
O 8.313 2.0147 20.5002
O 1.9201 4.3552 18.4415
O 6.9401 2.7592 10.6686
O 4.8013 2.6799 12.2166
O 5.8914 4.458 16.3722
O 4.5698 3.9039 9.9231
O 10.6598 2.8641 21.505
O 9.6174 6.1704 14.9806
O 5.9642 6.5425 19.8499
O 4.0318 0.2413 18.2885
O 9.1061 10.5675 12.2532
O 2.8056 4.4006 12.5735
O 1.864 10.748 21.2129
O 3.9739 2.7939 19.3446
O 0.5752 10.0862 16.0069
O 1.2215 9.8593 18.8419
O 1.6907 1.7169 19.2827
O 8.7688 10.4215 16.4646
O 4.7881 8.6427 18.8393
O 9.4466 8.6781 10.5714
O 6.683 4.1496 18.8605
O 2.7119 1.7973 13.4144
O 5.8167 8.8196 21.2794
O 2.5244 2.4117 10.8321
O 7.5925 4.8991 21.1664
O 5.0708 7.4131 12.5175
O 0.1803 9.029 12.7405
O 7.4003 1.0334 13.512
O 6.9481 9.6214 14.6977
O 8.8726 5.0483 12.7184
O 7.9957 8.0552 16.8792
O 6.2046 2.612 21.8978
O 2.3166 9.0996 14.2348
O 0.3288 4.5273 11.8972
O 0.7381 8.3731 20.9366
O 9.3198 3.8692 10.3593
O 9.5218 2.4076 12.5399
O 7.5517 8.6261 19.3552
O 2.4236 9.0146 11.528
O 3.8805 3.0632 15.4079
O 0.9403 4.8142 14.41
O 10.0119 3.0873 18.9017
O 8.8786 7.8204 12.9985
O 10.4749 0.6187 20.0561
O 5.9797 4.9988 11.9611
O 8.1121 2.9417 16.9513
O 3.3943 5.5231 16.7143
O 4.4016 8.9291 10.286
O 1.6596 6.8124 12.8027
O 4.6048 5.4722 14.3304
O 2.0657 3.8847 20.9504
O 10.3955 1.4092 16.9675
O 0.7861 6.1378 16.6537
O 7.3488 10.9955 21.9038
O 5.8911 0.9557 19.9225
O 5.8459 9.975 12.3429
O 2.7001 0.6023 15.6297
O 6.8638 7.9981 10.6845
O 10.1713 8.0935 18.6689
O 3.2943 9.2571 16.6643

Results
free energy: -135978.531 eV
free energy less fixed offsets of B -154.04, O -568.88, Si -635.61 eV per atom: -1.851 eV

Forces (eV/angstrom), in the order of the atoms: element, x, y, z
Si -0.0012 0.0008 0.0008
Si -0.0008 0.0022 0.0026
Si 0.0001 0.0007 0.0023
Si -0.0002 -0.001 0.0002
Si -0.0021 0.0012 0.0018
Si -0.0023 -0.0003 0.0008
Si -0.0007 -0.0004 0.0005
Si 0.0004 -0.0009 0.0015
Si 0.0005 0 0.0019
Si -0.0001 0.0007 0.0002
Si -0.0006 0.0008 -0.0004
Si 0.0009 0.0013 0.0006
Si -0.0005 0.0002 0
Si -0.0004 0.0017 0.0004
Si -0.0012 0.0012 0.0025
Si -0.0008 0.0016 -0.0002
Si -0.0032 -0.0018 0.0024
Si -0.0042 -0.0016 0
Si 0.0008 0.0016 0.0019
Si 0.0002 0.0015 -0.002
Si -0.0023 -0.0018 -0.0017
Si -0.0029 -0.0015 -0.0006
Si -0.001 0.0005 -0.0013
Si 0.0002 0.0015 0.0008
Si -0.0039 -0.0026 0.0024
Si 0.0007 0.0033 0.0014
Si -0.0074 0.0017 -0.0049
Si -0.0005 0.0023 -0.0008
Si -0.0006 0.0059 0.0033
Si -0.0036 0.0015 0.0053
Si 0.0053 0.0059 -0.0118
Si -0.0032 0.001 -0.0047
Si -0.0033 0.0076 0.0026
Si 0.0001 0.0015 0.0008
Si -0.0003 -0.0052 0.0011
Si 0.0044 -0.0017 0.0009
Si 0.0031 0.0015 0.0008
Si -0.0012 0.0038 -0.0008
Si 0.007 -0.0067 0.0024
Si 0.0016 -0.0014 -0.0004
Si 0.0748 0.0716 -0.0783
Si 0.0172 0.0087 -0.0315
Si 0.0678 -0.0429 0.0551
Si -0.1058 -0.0875 -0.0912
Si 0.0172 -0.134 0.0204
Si 0.0214 0.0046 -0.1258
Si -0.0419 -0.03 -0.0406
Si -0.1929 -0.1221 0.1222
Si 0.0259 0.0121 0.0121
Si -0.0075 0.0137 -0.0843
Si 0.0867 0.0647 0.0473
Si 0.0255 0.0162 0.0791
Si -0.0257 -0.0699 -0.0464
Si 0.0692 0.0757 -0.0084
Si 0.0873 0.0638 0.0908
Si 0.0909 0.0654 0.0879
Si -0.0039 0.0029 0.0061
Si 0.0049 -0.001 -0.0021
Si -0.0064 0.005 0.0012
Si -0.0092 0.0058 -0.0071
Si 0.0022 0.0006 -0.0063
Si -0.0011 0.0039 0.0038
Si -0.005 -0.0005 -0.0062
Si -0.0088 0.001 -0.0009
Si 0.0005 -0.0014 -0.0032
Si -0.0063 0.0086 -0.0085
Si 0.02 -0.0073 0.0023
Si -0.0078 -0.0004 0.0103
Si -0.0067 0.0036 -0.0096
Si 0.0127 -0.0118 -0.0039
Si -0.0042 0.0114 -0.0098
Si 0.0063 -0.0195 0.0025
Si -0.0015 0.0099 -0.0005
Si 0.0044 0.0001 -0.0029
Si -0.0179 -0.0007 -0.0102
Si 0.0034 0.0022 -0.001
Si -0.0025 -0.0143 0.0059
Si 0.0028 0.0134 -0.0162
Si 0.0122 0.0012 -0.0015
Si -0.0085 0.0053 0.0015
Si -0.013 -0.0021 -0.0016
Si -0.0009 0.0004 0.0049
Si -0.0015 -0.0077 0.0054
Si -0.0075 -0.0147 -0.0159
Si 0.0118 -0.0081 0.0084
Si 0.0089 -0.0021 -0.0093
Si -0.0027 0.0033 -0.0034
Si -0.0024 -0.0125 0.0099
Si 0.0154 0.0003 0.0178
Si -0.0083 0.0096 -0.0113
Si 0.0059 -0.0011 -0.0079
Si -0.0011 0.0221 0.084
B -0.0022 0.006 0.017
Si 0.0042 -0.0105 0.0107
Si 0.0006 0.0007 0.0017
Si 0.0056 -0.0079 -0.0086
O -0.0011 -0.0004 -0.0003
O 0.0005 -0.0005 -0.0005
O -0.0008 -0.0006 -0.0018
O 0.0001 -0.0008 -0.0013
O -0.0112 0.0092 0.0019
O -0.0122 0.0138 -0.0002
O 0.0009 -0.0013 0.0043
O 0.0093 -0.0114 -0.0291
O -0.0212 0.0114 -0.057
O 0.0006 -0.0008 -0.0031
O -0.0068 0.0033 -0.0069
O 0.002 -0.0064 0.0049
O 0.0024 0.0025 0.0061
O -0.0022 -0.0038 -0.0033
O 0.0026 -0.0022 0.0033
O -0.0009 0.0001 -0.0002
O 0 0.0004 -0.0012
O -0.0006 0.0002 -0.001
O -0.0001 -0.0003 -0.002
O -0.0012 0.0002 -0.0009
O -0.0008 0.0005 -0.0002
O 0.0003 -0.0011 -0.0028
O -0.0008 0.0007 -0.0002
Si -0.0014 0.0005 -0.0008
Si -0.0005 0.0009 0.0018
Si -0.0011 0.0011 0.0009
Si -0.002 0.0003 -0.0003
Si -0.0015 0.0008 0.0002
Si -0.0022 -0.0008 0.0042
Si -0.0022 0.0006 0.0034
Si -0.0016 0.0017 0.0003
Si -0.0026 -0.0007 0.0017
Si -0.0004 -0.0032 0.0033
Si -0.0003 0.0005 0.0012
Si -0.0014 0.0008 0.0001
Si 0.0021 -0.0024 0.0041
Si -0.0017 0.0009 0.0008
Si -0.0012 0.0006 0.001
Si -0.0103 0.0019 -0.0014
Si 0.0009 -0.0016 0.0002
Si -0.0018 -0.0005 0
Si -0.0008 0.0001 0.0008
B 0.0043 -0.0026 0.002
Si -0.0017 0.0004 -0.0002
Si -0.0013 0.0007 0.0006
Si 0.0004 0.0021 0.0031
Si -0.0012 0.0006 0.0005
Si -0.0017 -0.0001 -0.0025
Si -0.0015 -0.0005 0.0008
Si -0.0011 0.0009 0.0003
Si -0.001 0.0004 0.0017
Si -0.0014 0.0004 0
Si -0.0044 0.0055 -0.0021
Si -0.0008 0.0003 0.0008
Si -0.0021 0.0005 0.0007
Si 0.0021 -0.0014 0.0013
Si -0.0029 -0.0007 -0.0022
Si -0.0017 0.0003 0.0015
Si -0.0012 0.0008 0.0002
Si -0.0015 0.0005 0.0021
Si -0.0005 0.0024 -0.0025
O -0.0024 0.0004 0.0004
O -0.0016 0.0001 -0.0003
O -0.0019 -0.0015 0.0011
O -0.002 0.0003 0.0006
O -0.0015 0.0004 -0.0006
O -0.0019 0.0005 0.0003
O -0.0021 0.0005 -0.0006
O -0.0007 0.0014 -0.0003
O -0.001 0.0011 -0.0002
O -0.0016 0.0004 0.0001
O -0.0055 0.0025 0.0014
O -0.0027 -0.0001 0.0002
O -0.0011 -0.0001 0.0004
O -0.0021 0.0003 -0.0002
O -0.0013 0.0005 -0.0006
O -0.0008 0.0003 0.0003
O -0.0013 0.0003 0.0001
O -0.001 -0.0002 0.0001
O -0.0021 0.0021 -0.0008
O -0.0024 -0.0005 -0.0006
O -0.0011 0.0003 -0.0011
O -0.0014 0.0008 0.0001
O -0.0023 0.0003 0
O -0.0009 0.0003 -0.0007
O -0.0019 0.0004 -0.0001
O -0.0006 0.0009 -0.0002
O -0.001 0.0006 -0.0002
O 0.0032 0.0013 0.0006
O -0.0013 0 -0.0002
O -0.0017 0.0002 -0.0018
O -0.0017 0.0004 -0.0008
O -0.0025 -0.0015 0.0003
O -0.0013 0.0004 -0.0008
O -0.002 0.0011 -0.0008
O -0.0045 0.0017 -0.0003
O -0.0016 0.0005 -0.0001
O -0.0021 0.0006 -0.0003
O -0.0018 0.0017 0.0003
O -0.001 0.0004 0.0003
O -0.0008 -0.0001 -0.0008
O -0.0002 0.0003 -0.0004
O 0.0005 0.0011 0.0016
O -0.001 0.0004 -0.0008
O 0.0044 0.0027 0.0071
O -0.0001 -0.0005 0.0014
O -0.0015 0.0006 -0.0001
O 0.0003 0.0028 -0.0052
O -0.0023 0.0001 -0.0007
O -0.0033 0.0029 0.0009
O -0.0015 0.0001 -0.0008
O -0.0011 0.0002 -0.0008
O -0.001 0.0006 -0.0001
O -0.0017 -0.0002 -0.0009
O 0.0005 0.0008 0.0002
O -0.0014 0.0005 0.0001
O -0.0022 0.0016 0.0034
O -0.0009 0.0014 -0.0005
O -0.002 0.0003 0
O -0.0008 0.0005 -0.0012
O -0.0023 0.0028 0.0008
O -0.0028 -0.0018 -0.0009
O -0.0012 0.0004 -0.0006
O -0.0011 0.0005 0.0001
O -0.0028 0.0005 -0.0002
O -0.0015 0.0016 -0.0003
O -0.0024 0.0007 0.0031
O -0.0013 0.0003 0.0002
O -0.0011 0.0005 0.0001

The program warned: the cutoff lies below the one the program advises for these potential files; the exchange-correlation potential is rough where the density is thin.
